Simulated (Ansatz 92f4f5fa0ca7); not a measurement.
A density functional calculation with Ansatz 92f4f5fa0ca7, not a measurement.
Periodic cell of 462 atoms, Si286O176, from a study of silicon, its oxide and their interface. The atomic structure is a simulated model.
This geometry differs little from another in the collection (a relaxation step or a small displacement).

Settings: functional r2SCAN; potential files Ansatz PAW; basis plane waves; wave-function cutoff 800 eV; density cutoff ratio 5; exchange-correlation grid ratio 1; k mesh 1 x 1 x 1, Gamma-centred; self-consistency stop 1e-10 eV per atom in the density residual; occupations fixed; spin none; net charge 0.

Cell vectors (angstrom)
a 16.332 0 0
b 0 16.332 0
c 0 0 29.6311

Atoms and the computed forces on them: element, x, y, z (angstrom), force x, y, z (eV/angstrom)
Si -0.227 0.422 0.141 0 -0.001 0
Si 2.649 2.766 0.285 -0.001 0 0.004
Si -0.272 6.061 0.263 -0.001 0 0
Si 2.722 8.551 -0.047 -0.001 -0.001 -0.002
Si 0.694 10.993 -0.016 0 -0.001 0.001
Si 2.207 15.185 -0.851 -0.002 0.001 0.001
Si 3.853 1.376 -1.128 0.005 -0.001 -0.001
Si 7.988 3.159 -0.471 -0.001 0.002 0.001
Si 5.87 5.426 0.17 -0.002 0 -0.001
Si 8.056 10.818 0.856 0.003 0 0.001
Si 5.744 11.238 0.221 0 -0.001 0
Si 8.961 15.114 -1.144 0.002 -0.005 0
Si 14.015 2.735 0.172 0.002 0.001 0
Si 12.336 1.383 1.179 -0.001 0.001 0
Si 11.386 7.341 -0.786 -0.002 0.001 0.002
Si 15.181 9.837 1.145 0.001 0.001 0
Si 7.715 11.373 3.093 -0.001 0.001 0
Si 11.853 16.379 -0.787 0.003 -0.003 0.002
Si 1.305 1.424 1.63 0 -0.001 -0.001
Si 4.151 4.225 1.424 -0.001 0.001 -0.002
Si 1.5 7.058 1.393 0.001 -0.001 0
Si 4.3 9.671 1.332 0.001 0 0
Si 1.638 12.478 1.585 -0.001 0 0
Si 3.078 14.348 1.152 0.001 0.001 -0.001
Si 6.689 1.386 0.286 0.003 0.001 0.003
Si 9.58 3.916 1.226 0 -0.001 -0.001
Si 7.149 6.997 1.438 -0.001 -0.001 -0.001
Si 9.029 8.51 0.843 0 0.002 0.003
Si 5.956 13.027 3.184 0.001 -0.001 0.003
Si 8.699 15.579 2.723 -0.001 0 -0.001
Si 12.953 -2.047 -0.259 0 0.002 0.001
Si 15.146 4.244 1.503 -0.001 0.001 -0.001
Si 12.508 7.144 1.274 0.001 -0.002 -0.003
Si 13.774 8.071 -2.159 0 0 0.001
Si 11.726 12.688 1.108 -0.001 -0.001 0
Si 16.211 13.652 2.633 0.001 0 0
Si 0.028 2.845 2.932 0 0.001 0
Si 2.647 -0.169 2.727 0 -0.001 0
Si 0.025 8.379 2.705 0.001 0.001 -0.001
Si 2.767 5.583 2.743 0 0 0
Si -1.502 15.016 1.161 0 0.001 0.001
Si 2.85 10.885 2.821 0 0.002 -0.001
Si 5.337 2.759 2.798 0.001 -0.001 0
Si 7.599 -0.707 0.607 -0.002 0 0.004
Si 5.572 8.229 2.728 0 -0.002 -0.001
Si 8.301 5.372 2.682 0 0 0.001
Si 5.3 13.454 1.026 0 0.004 0.001
Si 9.752 12.103 -0.262 -0.001 0.004 0.002
Si 10.836 2.53 2.626 0 -0.001 0
Si 13.569 0.01 2.667 0.002 0 -0.001
Si 10.799 8.21 2.579 -0.001 0.001 -0.001
Si 13.517 5.467 2.648 -0.002 0 0.001
Si 10.554 13.917 2.858 -0.001 0 0
Si 13.408 11.087 2.372 -0.001 -0.001 -0.002
Si 1.44 4.197 4.162 0.001 0.001 0
Si 4.049 1.261 4.063 -0.001 0 0
Si 1.407 9.577 4.139 -0.001 0 0.001
Si 4.166 6.88 4.09 0 0 0
Si 1.228 14.944 4.115 -0.002 0.001 0
Si 4.124 12.144 4.308 0 0.002 -0.001
Si 6.85 4.058 4.054 0.001 0 -0.001
Si 9.515 1.147 3.972 0 0.002 0.001
Si 6.786 9.554 4.232 0.001 0 -0.001
Si 9.618 6.757 4.056 0 0.002 -0.001
Si 6.961 14.859 4.19 -0.001 0 0
Si 9.494 12.348 4.244 0.001 -0.001 -0.001
Si 12.173 4.03 3.977 0.001 0 -0.001
Si 14.916 1.384 4.094 -0.002 0 0
Si 12.158 9.659 3.87 0.001 0 0
Si 14.933 6.892 3.962 0.001 -0.001 0
Si 12.214 15.029 4.106 0 0 0
Si 14.83 12.266 3.925 0 0 0
Si -0.056 0.023 5.468 0.001 0 0
Si 2.747 2.711 5.451 0 0 0
Si -0.033 5.542 5.404 0 0 0.001
Si 2.751 8.178 5.482 0 0.001 -0.001
Si -0.062 10.95 5.353 0 0.002 0
Si 2.679 13.611 5.46 0 0 0
Si 5.498 -0.036 5.39 0.001 0 -0.001
Si 8.179 2.608 5.347 0 0.001 0
Si 5.509 5.456 5.423 0 0 0
Si 8.238 8.143 5.429 0 -0.001 0.001
Si 5.416 10.788 5.678 0 0 0.001
Si 8.203 13.619 5.699 -0.001 0 0
Si 10.886 0.018 5.506 0.001 0.001 -0.001
Si 13.552 2.753 5.423 0.001 0 0
Si 10.912 5.388 5.427 -0.001 0 0.001
Si 13.543 8.248 5.291 0 0.001 0
Si 10.902 10.917 5.418 0 0 0
Si 13.575 13.611 5.402 0 0 0
Si 1.338 1.38 6.801 0 0 0
Si 4.136 4.083 6.784 0 0.001 0
Si 1.348 6.821 6.799 -0.001 0 0
Si 4.042 9.458 6.961 0.001 0 0
Si 1.303 12.246 6.793 0 0 0
Si 4.097 14.985 6.768 -0.001 0.001 0
Si 6.81 1.334 6.787 0 0.001 0
Si 9.521 4.009 6.743 -0.001 0 0
Si 6.855 6.8 6.809 0 0.001 0.001
Si 9.576 9.527 6.794 -0.001 0 0.001
Si 6.798 12.214 6.929 0 0 0
Si 9.566 15.021 6.937 0 0.001 0.001
Si 12.217 1.411 6.832 -0.001 0 0
Si 14.956 4.134 6.754 -0.001 0.001 0
Si 12.271 6.815 6.727 0.001 0.001 0
Si 14.935 9.557 6.711 0 0 0
Si 12.233 12.269 6.804 0 0.001 0
Si 14.934 14.957 6.797 0 0 0
Si -0.021 2.761 8.133 0 0.001 0
Si 2.738 0.026 8.142 0 0 0
Si -0.035 8.193 8.115 0 0.001 0
Si 2.732 5.438 8.136 0 0.001 0
Si -0.014 13.615 8.171 0 0.001 0
Si 2.656 10.885 8.197 0 0 0
Si 5.471 2.714 8.157 -0.001 0 0
Si 8.151 0.032 8.229 -0.001 0 0
Si 5.47 8.105 8.222 0 0 0
Si 8.205 5.399 8.137 0 0 0
Si 5.42 13.632 8.179 0 0.001 0
Si 8.202 10.855 8.199 0 0.001 0
Si 10.84 2.727 8.209 0.001 0 0
Si 13.57 -0.005 8.136 0 0.001 0
Si 10.932 8.148 8.138 0 0 0
Si 13.603 5.471 8.152 0 -0.001 0
Si 10.9 13.612 8.223 0 0 -0.001
Si 13.607 10.891 8.129 0.001 0 0.001
Si 1.396 4.068 9.508 0 0 0
Si 4.075 1.391 9.537 0.001 0 0
Si 1.32 9.495 9.533 0 0 -0.001
Si 4.076 6.772 9.56 0 0 0
Si 1.395 14.967 9.502 -0.001 0 0
Si 4.047 12.284 9.499 0 0 0.001
Si 6.838 4.064 9.513 0.001 0.001 0
Si 9.484 1.379 9.614 0 0.001 0.001
Si 6.83 9.502 9.537 0 0.001 0
Si 9.572 6.782 9.498 0 0 0
Si 6.794 14.967 9.553 0 0.001 -0.001
Si 9.515 12.254 9.558 0 0 -0.001
Si 12.217 4.101 9.53 0.001 0.001 -0.001
Si 14.931 1.376 9.456 0 0 0
Si 12.299 9.497 9.515 -0.001 0 0
Si 14.967 6.834 9.515 -0.001 0.001 0
Si 12.233 15 9.55 0 0.001 0.001
Si 14.94 12.249 9.512 -0.001 0 0
Si 0.004 0.037 10.769 0.001 0.001 0
Si 2.741 2.744 10.962 -0.001 0 0
Si 0.019 5.439 10.807 0 0 0
Si 2.729 8.176 10.926 0 0 0.001
Si -0.053 10.85 10.849 -0.001 0.001 0
Si 2.737 13.608 10.921 0.001 0.001 -0.001
Si 5.425 0.003 10.873 0 0.001 0
Si 8.14 2.758 10.975 0.001 0 0
Si 5.444 5.378 10.865 0.001 -0.001 -0.001
Si 8.186 8.118 10.861 0 0 0
Si 5.461 10.949 10.803 0 0.001 0
Si 8.15 13.62 10.95 0 0.001 0.001
Si 10.834 -0.034 10.944 0.001 0 -0.001
Si 13.52 2.643 10.857 -0.001 0.001 0
Si 10.927 5.491 10.941 0 0 -0.001
Si 13.649 8.174 10.967 0 0.001 0
Si 10.905 10.862 10.82 0 0.001 0
Si 13.597 13.641 10.87 0.001 0 0
Si 1.331 1.308 12.222 -0.001 0.001 0
Si 4.172 4.075 12.355 0 0.001 -0.001
Si 1.372 6.72 12.247 0.001 0.002 0.001
Si 4.104 9.7 12.197 0 0 -0.001
Si 1.298 12.204 12.159 0.001 -0.001 -0.001
Si 4.131 14.978 12.294 -0.001 -0.001 -0.001
Si 6.74 1.343 12.269 0 0 -0.001
Si 9.525 4.165 12.297 0 0.001 0
Si 6.765 6.77 12.188 0 0.001 0
Si 9.568 9.499 12.172 0 -0.001 0
Si 6.762 12.25 12.277 0 0.001 0
Si 9.516 14.94 12.368 -0.002 0.001 0.001
Si 12.141 1.325 12.33 0.001 -0.002 0
Si 14.971 4.009 12.062 -0.001 0 0
Si 12.343 6.778 12.37 0 0.001 0
Si 15.029 9.534 12.347 -0.001 0.001 -0.001
Si 12.204 12.255 12.18 0 0.002 0
Si 14.974 15.066 12.14 -0.001 0.002 0.001
Si -0.178 2.59 13.478 0.005 0.002 0.007
Si 2.631 -0.085 13.611 -0.001 0 0.002
Si 0.14 8.132 13.654 -0.001 -0.001 -0.001
Si 2.962 5.636 13.65 -0.003 -0.005 0.005
Si 0 13.674 13.412 -0.001 0.001 0.001
Si 2.663 10.989 13.621 0 0.001 0.001
Si 5.377 2.554 13.766 0.001 -0.001 0.002
Si 8.195 0.113 13.638 0 0.001 -0.001
Si 5.495 8.292 13.442 0.001 0 -0.001
Si 8.151 5.553 13.645 0.001 0 0.001
Si 5.61 13.744 13.724 -0.001 0.002 0.001
Si 8.17 10.839 13.501 0 0.002 -0.003
Si 10.852 2.81 13.694 -0.001 0.001 0.001
Si 13.565 -0.091 13.607 -0.001 0.003 0
Si 10.879 8.181 13.608 -0.001 0.001 0
Si 12.556 3.875 14.975 0.001 0 0
Si 10.749 13.378 13.693 0.001 -0.001 0.001
Si 13.705 11.101 13.542 0 0 0.002
Si 1.787 3.637 15.649 0.001 0 -0.007
Si 3.787 1.326 15.033 0.001 0 0
Si 1.921 9.14 14.826 -0.001 0 0.002
Si 3.782 7.518 14.742 0 0.003 0.004
Si 1.488 14.634 14.867 0.002 0.003 0.001
Si 3.062 12.818 15.164 0 0 0.003
Si 7.107 3.203 15.245 -0.001 0.002 -0.001
Si 7.014 -1.252 15.09 0 0 0.002
Si 7.076 9.288 14.792 0.002 -0.001 0.003
Si 9.28 7.109 14.914 0 0 -0.003
Si 9.108 18.165 14.946 0.001 -0.001 0
Si 9.555 11.885 15.045 -0.001 0 0.001
Si 13.803 5.302 13.587 0.001 -0.001 0.001
Si 14.623 1.528 14.875 0.003 0.004 0.001
Si 11.605 9.609 15.275 0.001 0.002 0
Si 17.068 5.579 17.427 -0.001 0.001 -0.002
Si 13.118 14.546 15.195 0.001 0.002 -0.002
Si 14.746 12.761 14.799 -0.002 -0.003 0.001
Si -2.803 8.261 16.794 0 0.002 -0.001
Si 17.373 3.274 25.086 -0.001 0 0.002
Si 17.598 20.97 27.833 0 0.003 0.003
Si -3.111 3.458 24.11 0.001 0 0.001
Si -6.371 17.776 21.892 0.001 -0.001 -0.001
Si -10.391 22.828 25.388 -0.001 0 0.001
Si 7.509 -5.78 19.95 0 0.001 0.001
Si 16.863 1.223 21.584 0 0.001 -0.001
Si -20.834 17.571 19.676 0 0.001 -0.001
Si -3.343 13.062 26.369 0 -0.001 0.004
Si 2.463 10.276 23.005 0 -0.001 0
Si 16.689 8.605 21.932 0 0 0
Si -2.707 7.482 19.598 -0.001 0 0
Si 14.753 11.039 17.27 0 0.002 -0.003
Si 4.781 16.165 21.847 0 0 -0.001
Si 15.876 -6.669 19.455 -0.001 0.001 -0.002
Si 8.532 13.08 16.808 0.002 0.001 -0.003
Si 16.106 11.796 23.601 0 -0.001 0.001
Si 10.69 -11.099 17.059 0.001 0.001 -0.002
Si 3.89 18.694 25.574 0 0.001 0.005
Si -6.496 28.987 19.602 0 0.002 -0.002
Si -0.787 30.47 25.196 0 -0.001 0.001
Si 11.723 4.434 28.725 0 0.002 0.002
Si 5.053 9.93 21.412 0 0.001 -0.001
Si 1.939 9.531 17.894 0 0.002 -0.001
Si 5.728 11.469 27.553 0.001 0.002 0
Si 8.03 7.619 20.728 0.001 -0.002 -0.001
Si 3.836 6.493 27.615 0 -0.002 0.004
Si 7.947 31.456 25.524 0.001 0.001 0.002
Si 21.534 -25.592 20.133 0 -0.001 -0.002
Si -6.26 -3.382 25.023 -0.001 0.001 0
Si 3.471 28.311 18.127 0.001 0.002 -0.001
Si -2.796 31.551 18.257 0 0.001 -0.001
Si 22.339 20.092 24.196 -0.001 0 0
Si 20.683 18.624 19.978 0 0.001 -0.002
Si 10.701 4.347 22.349 0 0 0
Si -2.412 1.631 21.828 0 -0.001 -0.001
Si 8.822 27.104 26.859 -0.001 0 0.001
Si 19.871 -0.409 24.534 0 0.001 0.003
Si -5.214 13.31 22.318 0 0.001 0
Si 15.212 -9.696 14.947 0.001 0 0
Si 18.443 0.583 19.036 -0.001 0 -0.002
Si 6.746 -8.035 23.317 0 0 0
Si 14.422 10.4 25.748 -0.001 -0.001 0.003
Si 4.211 -18.006 19.192 -0.001 0 -0.002
Si 10.923 6.387 20.027 0 0 -0.001
Si 8.298 8.063 25.709 0.001 -0.001 0.002
Si 19.95 -21.366 25.56 0 0 0.001
Si 26.42 5.576 24.896 0.001 0.001 0.001
Si 6.902 2.092 18.103 0 0.001 -0.001
Si 22.671 10.989 17.294 -0.002 0.003 -0.003
Si 1.236 12.742 27.148 -0.001 0 0.002
Si 32.337 5.999 20.409 0 -0.001 -0.001
Si 26.173 3.036 26.741 0.001 0 0.003
Si 5.247 -2.68 25.672 0 0.001 0.001
Si 13.497 -5.105 21.815 0.001 -0.001 0
Si 9.753 18.766 17.76 0 0.001 -0.002
Si -15.774 16.662 24.498 -0.001 0 0.002
Si -9.018 0.966 23.365 0 0.001 0
Si -4.266 -0.137 23.371 0.001 0 -0.001
Si 3.547 -9.23 17.628 0 -0.002 -0.003
Si 5.71 15.941 16.818 0 0 -0.002
Si 20.42 4.74 21.807 -0.001 0 -0.001
Si 1.12 4.146 22.345 0 0 0
Si -2.471 8.734 23.298 -0.001 -0.001 0.002
Si 13.179 6.269 24.935 0.002 0.001 0.003
Si 29.139 28.598 19.043 0.001 0 -0.002
Si 30.81 7.828 29.73 -0.002 0.001 0
Si 11.992 17.566 25.964 0 0 0.001
Si 32.53 -0.124 17.119 -0.001 0.002 -0.002
O 1.986 -0.285 -4.686 0.001 0.001 -0.001
O -1.255 1.596 -0.472 -0.002 0.001 0
O 5.452 13.057 -2.453 -0.001 -0.001 -0.001
O 0.109 5.643 -1.289 0.002 -0.002 0
O 0.329 1.823 -4.567 0 -0.001 -0.001
O 10.417 1.715 -3.644 0 0.001 -0.001
O 17.483 4.044 -12.551 0 0.002 -0.005
O -6.051 -0.265 -1.133 -0.003 0.001 -0.001
O 0.605 19.856 -15.057 0.007 0.004 -0.003
O -2.746 11.481 -9.406 0 -0.001 0.002
O 28.431 -8.816 -9.487 0 0 0
O 8.253 14.465 -13.616 -0.001 0.003 0.001
O -3.636 16.393 -10.638 0 -0.001 0
O 12.436 -15.57 -2.163 -0.001 0.001 -0.001
O 3.566 2.156 -2.511 0.003 -0.001 0
O 24.426 15.37 -2.506 0 -0.003 -0.001
O 16.821 16.633 -6.735 0 0 0
O 2.155 13.855 -1.765 0 0 0
O 10.994 3.353 -1.818 -0.001 0.001 -0.001
O 12.176 -7.96 -1.809 0 0 -0.001
O -6.695 -14.894 -13.155 0 0.001 0.001
O 17.704 0.472 -9.173 0 0 0.001
O 6.222 18.128 1.798 0.002 0 0
O 11.481 13.14 -3.827 -0.001 0 0
O 11.636 5.899 -4.457 -0.001 -0.001 -0.001
O 15.394 0.909 -13.458 0.002 -0.003 0.003
O 25.952 4.272 -3.894 0 0.001 -0.002
O 3.349 -0.143 -1.404 0.002 0.007 -0.001
O 9.922 3.058 -7.872 0 0 0
O 7.355 21.1 -14.763 0 -0.001 0.001
O 21.758 -15.026 -0.75 -0.007 -0.002 -0.005
O 23.92 -8.941 -7.363 -0.001 0.001 0.001
O 25.778 6.975 -9.307 0 0.001 -0.001
O 9.301 14.365 -4.522 0 -0.002 -0.001
O 4.877 15.108 -9.021 0 0.001 0.001
O 16.374 13.535 -3.2 0 0 -0.002
O -7.828 19.146 27.632 0.003 0 -0.002
O 0.146 9.879 20.936 0 -0.001 0.001
O 4.443 0.48 16.275 0.001 0 0.001
O 2.9 -0.805 18.858 0 0 0.001
O 6.288 26.39 15.989 0 0 -0.001
O -18.769 7.456 15.463 -0.001 0.001 0.001
O -0.265 6.108 16.254 -0.001 0 0.001
O 7.229 10.222 18.397 0.002 -0.005 0.002
O -16.932 15.729 25.096 0.001 -0.001 0
O 6.688 -13.239 16.833 0 0 0.001
O -7.064 13.388 18.249 0 0.002 0.001
O -4.448 20.145 23.289 0 0 0
O 0.985 0.734 17.9 -0.001 0 0
O -1.192 -0.803 18.171 -0.001 0 0.001
O 17.009 8.834 18.633 0 0.001 0
O 13.163 -6.682 22.133 0 0 0
O 8.486 17.274 22.254 -0.001 0 0.001
O 3.762 13.106 19.244 0 0 0
O 20.399 3.77 20.52 0 0 0
O 4.653 -3.215 14.919 -0.001 0.001 0.001
O 12.216 16.284 24.985 0 0 -0.002
O 20.662 7.019 16.223 -0.003 0.002 0.002
O 4.267 17.34 24.792 -0.001 -0.001 0.001
O 1.311 2.6 21.916 -0.001 0 0.001
O 4.838 11.203 17.796 -0.004 0.001 0
O 17.851 19.87 28.985 -0.001 0 -0.002
O 23.091 0.574 17.589 0 0.002 0
O 23.022 -2.174 25.158 -0.001 0.001 0
O 11.525 5.901 28.058 0 -0.002 0.002
O -2.786 -13.689 15.458 0 0 -0.001
O 15.746 11.011 25.01 0 0 -0.002
O 27.925 14.06 14.933 0 -0.001 -0.002
O 7.764 16.523 24.723 0 -0.002 0
O 20.883 12.435 24.836 0 0 -0.001
O 12.883 18.807 25.368 0 0 -0.001
O 17.867 9.691 16.335 0.001 0.001 -0.001
O 18.431 6.426 17.476 0.003 0.001 0.001
O 5.003 4.109 22.977 0.001 0 0
O -1.917 -10.011 20.404 0 0 0
O -1.429 11.539 22.551 -0.001 0 0.001
O -5.109 5.226 21.107 -0.001 0.001 0
O -1.73 9.469 16.906 0 0 0.001
O 26.177 27.424 28.082 -0.001 -0.001 -0.002
O 9.716 3.95 17.192 0 0 0
O -0.218 13.392 23.875 0 -0.002 0
O -8.188 25.551 20.576 0 -0.001 0.001
O 8.635 11.698 20.11 -0.002 0 0.001
O -7.915 18.594 18.681 0 0 0
O -6.155 -3.683 23.443 0.001 0.001 0.002
O 9.788 -11.063 23.326 0 0 -0.001
O 19.492 1.823 18.979 0.001 0 0.002
O 10.474 -5.652 15.694 0.001 0.001 0
O 17.99 -6.599 29.205 0 0 0
O 0.715 3.977 26.483 0.001 -0.002 -0.002
O 16.798 7.264 21.04 -0.001 0 0
O 5.18 3.285 25.491 -0.002 -0.001 -0.001
O 4.454 6.515 18.815 0 0.002 0
O 1.25 11.373 23.071 0 0 0
O 27.272 20.908 30.144 0 -0.001 -0.001
O 2.702 18.651 15.756 -0.007 0.006 0.001
O 11.223 -4.385 19.145 0.001 -0.002 0
O 5.919 9.521 22.709 0 0 -0.001
O 2.343 27.26 18.617 0 0 0
O 20.855 6.425 26.154 0.001 0.001 -0.001
O -2.853 11.531 26.373 0 0.001 -0.001
O 2.659 5.402 27.58 -0.001 0.002 -0.001
O 3.726 15.593 22.952 0 0.001 0.001
O -2.174 2.727 23.005 0 0.001 0
O 15.393 11.961 16.114 -0.001 0 0.001
O 12.948 -22.29 14.809 0.001 0 0
O -0.65 -5.299 18.604 -0.001 -0.001 0.001
O 16.334 4.754 21.359 0 0.002 0
O 6.382 -1.808 30.042 0 -0.001 -0.001
O 41.631 9.178 26.644 -0.001 0.002 -0.002
O 12.824 2.053 20.69 0 -0.001 0.001
O 8.165 8.219 15.419 -0.001 0.002 0
O -13.062 8.644 17.992 -0.001 0 0
O 3.187 10.215 24.451 0 0.001 -0.001
O -5.182 2.184 18.543 0 0 0.001
O 14.489 25.183 19.71 0 0 0.001
O 27.347 5.776 18.537 0 0 0.001
O 4.205 -1.462 25.548 -0.001 0.001 -0.002
O 13.272 23.59 23.626 0 0 -0.001
O 9.94 6.392 16.226 0 0 0.001
O 7.809 8.865 24.39 0 -0.002 -0.001
O 7.004 7.292 26.339 0.001 0.001 -0.002
O 5.224 14.864 17.938 0 0 0.001
O 5.01 6.148 28.648 -0.002 0 -0.002
O 10.554 17.059 20.554 0 0.001 0.001
O 15.442 8.534 22.964 0 0.001 0
O 16.405 5.662 18.886 0.001 -0.001 0
O 6.152 0.095 22.653 -0.001 0.001 0.001
O 14.669 25.676 26.953 0 0.003 -0.003
O 13.241 3.854 28.827 -0.002 -0.002 -0.001
O 12.028 21.055 16.281 -0.002 0.001 0.001
O -2.368 -2.452 25.375 0 0 -0.001
O 0.642 15.095 16.222 0.001 0 -0.002
O 29.75 0.263 22.557 0 0.001 0
O 3.21 24.233 28.148 0.001 -0.001 0.001
O 18.081 8.845 22.715 0 0.001 0
O 19.222 12.614 16.762 0.002 -0.001 -0.003
O 12.02 25.153 16.644 0.001 0 0.001
O 17.091 15.979 28.685 0 0 0.001
O 10.956 17.337 23.082 0 0 0
O -10.673 7.375 24.067 0.001 0.001 -0.001
O 29.927 25.936 24.625 0.001 0 -0.001
O 7.056 12.421 17.053 -0.002 0 0
O 9.34 -9.422 25.35 -0.002 0.002 0
O -19.473 -18.814 19.067 0 0 -0.001
O -10.541 2.345 19.24 0 0.001 0.001
O -10.268 27.275 20.617 -0.001 -0.001 0.001
O -4.706 -1.588 22.852 0 -0.001 0
O 4.807 -7.726 20.498 0 0 0.001
O 6.808 23.33 19.853 -0.001 0.001 0.001
O -2.429 21.169 24.634 -0.001 -0.001 -0.001
O 12.368 28.618 22.265 -0.001 0 -0.001
O -12.71 -5.774 21.878 0 0 0.001
O 2.541 4.921 22.263 0 0 0
O 4.344 1.262 21.228 0 0 0
O 2.63 -13.264 24.872 0.001 -0.002 0.001
O 25.597 11.694 25.621 0 0.001 0
O 10.309 -2.814 20.913 0 0 0.001
O 13.056 15.103 16.722 0 0 0.001
O 13.6 7.207 18.007 0 0.001 0.001
O -3.03 11.658 17.633 0 0 0.002
O 29.484 13.606 27.88 -0.001 0 -0.003
O 6.969 2.531 23.721 -0.001 0 -0.001
O 18.58 11.919 26.186 0.001 0 -0.001
O 4.576 10.643 26.712 0 0.001 0
O 4.737 6.15 21.374 0 0 0
O 9.865 7.901 29.149 0.001 -0.002 -0.003
O 16.89 4.207 23.862 0 0 0
O 9.411 -2.783 28.653 -0.001 0.003 -0.001
O 15.338 17.776 21.084 0 0 0
O 18.986 -11.464 15.082 0.002 -0.002 -0.001
O 13.82 6.969 26.254 -0.001 -0.002 -0.002
O 22.98 5.127 24.812 0 0 -0.001
O 6.909 4.401 29.061 0 0.001 0.001
O 16.795 11.771 28.197 0 0.001 -0.001
O 23.579 11.082 27.104 0.002 -0.001 0

Results
free energy: -283313.967 eV
free energy less fixed offsets of O -570.45, Si -639.56 eV per atom: -0.607 eV

The program warned: the cutoff lies below the one the program advises for these potential files; the forces do not sum to zero within the program's tolerance; empty levels may hold ghost states of the PAW files; the exchange-correlation potential is rough where the density is thin.
